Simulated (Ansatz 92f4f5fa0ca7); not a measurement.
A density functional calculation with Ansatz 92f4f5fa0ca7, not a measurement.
Periodic cell of 226 atoms, Si132O92P2, from a study of silicon, its oxide and their interface. The atomic structure is a simulated model.
Doubt: the cutoff is far below the 930 eV that the study's wrapper takes by default for these files, so forces and energies are approximate.
This geometry differs little from another in the collection (a relaxation step or a small displacement).

Settings: functional PBE; potential files Ansatz PAW; basis plane waves; wave-function cutoff 580 eV; density cutoff ratio 5; exchange-correlation grid ratio 1; k mesh 1 x 1 x 1, Gamma-centred; self-consistency stop 5e-08 eV per atom in the density residual; occupations fixed; spin none; net charge 0.

Cell vectors (angstrom)
a, 10.938, 0, 0
b, 0, 10.938, 0
c, 0, 0, 31.9494

Atoms: element, x, y, z (angstrom)
Si, 10.6817, 0.0652, 24.4946
Si, 5.0479, 0.1218, 24.7048
Si, 2.8213, 2.2909, 24.5832
Si, 8.5532, 2.4188, 24.6156
Si, 10.6648, 5.5769, 24.3796
Si, 5.096, 5.5645, 24.4625
Si, 2.9776, 7.9359, 24.4315
P, 8.3804, 7.7499, 24.6008
Si, 1.3074, 1.1403, 25.891
Si, 6.8054, 1.3056, 25.7603
Si, 3.9665, 3.9962, 25.7644
Si, 9.6733, 4.01, 25.8865
Si, 1.2929, 6.8136, 25.6745
Si, 6.7129, 6.619, 25.7686
Si, 3.981, 9.4514, 25.9751
P, 9.5866, 9.6211, 25.8962
Si, 2.6407, -0.1403, 27.3153
Si, 8.1782, -0.0454, 27.1817
Si, 0.0793, 2.6632, 27.2363
Si, 5.4499, 2.7189, 27.13
Si, 2.6484, 5.4271, 27.1177
Si, 8.1829, 5.3639, 27.1465
Si, -0.0128, 8.2014, 27.1433
Si, 5.5172, 8.1376, 27.1704
Si, 4.0877, 1.3281, 28.5028
Si, 9.5466, 1.3366, 28.5292
Si, 1.385, 4.0797, 28.5773
Si, 6.7926, 4.0731, 28.5354
Si, 4.0913, 6.7806, 28.4755
Si, 9.531, 6.7974, 28.4701
Si, 1.2821, 9.4985, 28.6406
Si, 6.8361, 9.5207, 28.5556
Si, -0.0338, 0.0005, 29.9243
Si, 5.4728, -0.0069, 29.8869
Si, 2.7638, 2.7157, 29.9032
Si, 8.1831, 2.7358, 29.8877
Si, -0.0084, 5.469, 29.8813
Si, 5.4572, 5.4617, 29.8881
Si, 2.7497, 8.1605, 29.8945
Si, 8.2199, 8.1814, 29.8962
Si, 1.3673, 1.3673, 31.2657
Si, 6.8362, 1.3673, 31.2657
Si, 4.1018, 4.1018, 31.2657
Si, 9.5708, 4.1018, 31.2657
Si, 1.3673, 6.8362, 31.2657
Si, 6.8362, 6.8362, 31.2657
Si, 4.1018, 9.5708, 31.2657
Si, 9.5708, 9.5708, 31.2657
Si, 2.7345, 0, 0.6835
Si, 8.2035, 0, 0.6835
Si, 0, 2.7345, 0.6835
Si, 5.469, 2.7345, 0.6835
Si, 2.7345, 5.469, 0.6835
Si, 8.2035, 5.469, 0.6835
Si, 0, 8.2035, 0.6835
Si, 5.469, 8.2035, 0.6835
Si, 4.0965, 1.3802, 2.0662
Si, 9.5922, 1.3525, 2.0474
Si, 1.3519, 4.1375, 2.0588
Si, 6.8264, 4.1338, 2.0479
Si, 4.0893, 6.8476, 2.0478
Si, 9.5721, 6.8411, 2.0658
Si, 1.3611, 9.6007, 2.0592
Si, 6.8253, 9.6145, 2.0504
Si, 0.0332, 0.038, 3.4771
Si, 5.4842, 0.0415, 3.457
Si, 2.7189, 2.7748, 3.4095
Si, 8.2531, 2.7826, 3.3494
Si, 0.0282, 5.5194, 3.4774
Si, 5.4749, 5.5253, 3.4319
Si, 2.738, 8.2426, 3.4055
Si, 8.2415, 8.2899, 3.3905
Si, 1.3819, 1.4569, 4.8525
Si, 6.9123, 1.4755, 4.7376
Si, 4.0653, 4.155, 4.7689
Si, 9.6008, 4.084, 4.7867
Si, 1.3706, 6.9726, 4.8511
Si, 6.8429, 6.9895, 4.7366
Si, 4.0976, 9.5762, 4.799
Si, 9.6246, 9.5803, 4.8472
Si, 2.7628, 0.0386, 6.1507
Si, 8.299, 0.1202, 6.1021
Si, 0.0207, 2.8011, 6.3112
Si, 5.52, 2.8395, 6.0848
Si, 2.7583, 5.5931, 6.1516
Si, 8.2567, 5.5998, 5.9687
Si, 0.0532, 8.3077, 6.3806
Si, 5.504, 8.3026, 6.2318
Si, 4.4298, 1.1831, 7.3422
Si, 9.8161, 1.1537, 7.6293
Si, 1.1832, 4.5015, 7.5171
Si, 6.6483, 4.5456, 7.2654
Si, 4.3279, 6.7086, 7.5552
Si, 9.7345, 6.6149, 7.5128
Si, 1.2867, 9.9433, 7.7171
Si, 6.7279, 9.964, 7.4251
O, 9.5623, 1.2044, 24.0274
O, 4.0725, 6.7754, 23.9472
O, 4.0007, 1.2327, 24.0375
O, 9.4276, 6.7036, 23.9199
O, -0.0217, 5.5447, 8.0281
O, 5.5766, 0.1244, 7.9233
O, 0.0771, 0.0936, 8.1588
O, 5.5365, 5.6134, 7.8964
O, 7.6089, 3.9749, 8.4618
O, 8.7362, 7.0509, 8.778
O, 2.1856, 9.4588, 9.0599
O, 8.8979, 1.6846, 8.9309
O, 7.6224, 9.4716, 8.7284
O, 3.6183, 1.8199, 8.6194
O, 3.5925, 7.2281, 8.9654
O, 2.0666, 4.0025, 8.8323
O, 8.1299, 3.4777, 23.4109
O, 0.3816, 4.9465, 22.9754
O, 1.8773, 2.7846, 23.3172
O, 5.7863, 4.8547, 23.1374
O, 5.5403, 9.9767, 23.5582
O, 2.4506, 8.6851, 23.0497
O, 0.1794, 10.0238, 23.2118
O, 7.8371, 8.5699, 23.3073
Si, 8.6716, 7.6756, 18.4925
Si, 8.7933, 6.3373, 13.6727
Si, 3.7995, 1.52, 14.7716
Si, 2.1416, 5.7303, 17.6838
Si, 2.4211, 3.1294, 19.5591
Si, 9.8212, 9.0104, 12.1164
Si, 1.3054, 9.4116, 22.1497
Si, 9.1835, 0.9412, 13.2437
Si, 1.4337, 5.0367, 13.0714
Si, 1.8052, 8.2398, 12.8538
Si, 6.6894, 9.513, 22.543
Si, 4.5258, 4.5821, 15.7498
Si, 8.2161, 3.0201, 9.6054
Si, 0.8454, 8.2314, 19.3246
Si, 6.965, 1.287, 21.1552
Si, 8.2333, 8.3122, 9.6972
Si, 10.8958, 5.1875, 15.6557
Si, 7.5727, 9.4748, 16.3726
Si, 9.925, 2.0402, 20.3381
Si, 3.2217, 8.5121, 9.9422
Si, 6.6974, 3.3196, 17.4522
Si, 1.1603, 0.1978, 19.8629
Si, 3.2435, 2.7969, 12.3279
Si, 7.2279, 5.3651, 19.7288
Si, 5.7562, 8.6564, 11.5802
Si, 5.7928, 6.0564, 13.2406
Si, 4.6403, 9.6898, 17.7034
Si, 0.9959, 3.6028, 22.2266
Si, 4.902, 1.46, 18.8783
Si, 3.1982, 3.0779, 9.5431
Si, 6.4596, 10.7996, 13.8391
Si, 10.3583, 0.0912, 16.0198
Si, 5.6658, 3.646, 11.1832
Si, 9.8464, 3.8753, 11.9485
Si, 2.3565, 9.8972, 15.6001
Si, 6.108, 8.0936, 19.879
Si, 6.9163, 3.929, 22.422
Si, 9.7522, 2.7543, 17.4033
O, 7.203, 6.3597, 14.017
O, 1.8876, 7.0406, 18.7419
O, 10.29, 4.0117, 16.5629
O, 6.1711, 9.9244, 17.1213
O, 10.1594, 0.6746, 14.5151
O, 8.4658, 6.095, 18.9216
O, 5.1811, 0.6724, 14.4764
O, 5.7214, 2.0298, 17.5975
O, 8.3433, 1.9003, 20.5977
O, 2.0121, 4.2796, 18.4593
O, 6.9682, 2.7969, 10.6599
O, 4.8788, 2.6885, 12.2448
O, 6.0246, 4.3638, 16.3944
O, 4.5624, 3.918, 9.9734
O, 10.6793, 2.7565, 21.5992
O, 9.733, 6.1436, 15.0096
O, 6.0163, 6.4598, 19.8577
O, 4.0782, 0.1598, 18.3398
O, 9.2639, 10.5315, 12.3191
O, 2.8634, 4.3377, 12.7486
O, 1.867, 10.7079, 21.2943
O, 4.0002, 2.6967, 19.4717
O, 0.7424, 10.0202, 16.0207
O, 1.294, 9.7873, 18.9058
O, 1.7124, 1.6525, 19.339
O, 8.9478, 10.3626, 16.5471
O, 4.8879, 8.6123, 18.9204
O, 9.5784, 8.7427, 10.5225
O, 6.7667, 4.0607, 18.8961
O, 2.8532, 1.6995, 13.4398
O, 5.9422, 8.6414, 21.4011
O, 2.5472, 2.44, 10.9036
O, 7.5985, 4.8114, 21.22
O, 5.2215, 7.4627, 12.5914
O, 0.4373, 9.0484, 12.5465
O, 7.5937, 1.0343, 13.6308
O, 7.1062, 9.6146, 14.8038
O, 8.9819, 5.0042, 12.7453
O, 8.0975, 8.0109, 16.9669
O, 6.2264, 2.5058, 21.9685
O, 2.4659, 9.041, 14.1629
O, 0.4298, 4.4665, 11.9172
O, 0.7866, 8.3132, 20.9984
O, 9.3948, 3.8133, 10.392
O, 9.6647, 2.362, 12.5782
O, 7.6416, 8.5441, 19.4501
O, 2.5563, 8.1709, 11.3999
O, 3.9777, 3.0391, 15.418
O, 0.8567, 4.4827, 14.4931
O, 10.0363, 2.9814, 18.9986
O, 9.152, 7.7794, 12.9791
O, 10.5039, 0.5198, 20.1112
O, 6.0365, 5.0251, 11.9763
O, 8.1529, 2.7162, 17.0443
O, 3.5333, 5.4646, 16.7706
O, 4.6725, 9.1268, 10.4279
O, 1.5483, 6.6583, 13.212
O, 4.7682, 5.4753, 14.3888
O, 2.0296, 3.8531, 20.9773
O, 10.5524, 1.388, 16.9966
O, 0.9409, 6.0504, 16.6218
O, 7.382, 10.8782, 21.9872
O, 5.9294, 0.8549, 19.9892
O, 6.0807, 10.0083, 12.4535
O, 2.8587, 0.5201, 15.6416
O, 7.0595, 8.0078, 10.8049
O, 10.2554, 8.0026, 18.7351
O, 3.4561, 9.1777, 16.6496

Results
free energy: -137746.157 eV
free energy less fixed offsets of O -568.88, P -755.39, Si -635.61 eV per atom: 2.103 eV

Forces (eV/angstrom), in the order of the atoms: element, x, y, z
Si, -0.0028, -0.0267, -0.0471
Si, 0.0307, -0.0087, -0.013
Si, 0.0009, 0.0108, -0.0424
Si, -0.012, -0.0072, -0.0251
Si, -0.0221, 0.0118, 0.0051
Si, -0.0005, 0.0099, -0.021
Si, -0.0188, -0.0131, 0.0167
P, 0.0151, -0.0684, -0.0446
Si, -0.0236, -0.0181, -0.0013
Si, 0.014, -0.0172, 0.006
Si, -0.0229, 0.0084, 0.0003
Si, -0.0079, 0.0082, -0.0086
Si, -0.0108, 0.0101, 0.0019
Si, 0.0004, 0.0091, 0.0194
Si, 0.0048, -0.021, 0.0027
P, 0.0924, 0.0062, 0.0193
Si, -0.0002, -0.0114, -0.0061
Si, -0.0452, 0.0756, 0.0804
Si, 0.0068, -0.0041, 0.0013
Si, 0.0172, 0.0005, 0.0081
Si, 0.0026, 0.0073, -0.0018
Si, -0.011, -0.0014, -0.0186
Si, 0.0157, 0.0126, 0.0069
Si, -0.0028, -0.0056, -0.0085
Si, 0.0045, 0.0081, 0.0087
Si, -0.0442, -0.0109, 0.0002
Si, 0.0057, 0.0002, -0.0038
Si, -0.0038, 0.0041, -0.0021
Si, -0.0001, -0.0023, 0.0001
Si, 0.0066, 0.005, 0.0012
Si, -0.0223, -0.009, -0.0049
Si, 0.0093, 0.0268, -0.0135
Si, 0.0015, -0.006, 0.0025
Si, 0.0047, -0.0106, 0.0119
Si, -0.0034, 0.0014, 0.0064
Si, 0.0216, 0.0061, 0.0088
Si, -0.0041, 0.0055, 0.0105
Si, -0.0036, 0.0039, 0.0005
Si, 0.0031, 0.0017, 0.0077
Si, 0.0004, -0.0047, 0.0121
Si, 0.1038, 0.0445, -0.0334
Si, 0.0293, -0.0288, -0.0417
Si, 0.0928, -0.0691, 0.0808
Si, -0.1159, 0.0286, -0.0997
Si, 0.0096, -0.1559, 0.0011
Si, 0.0008, -0.0561, -0.1088
Si, 0.0198, -0.0489, -0.1153
Si, -0.1883, -0.1311, 0.1807
Si, 0.0047, 0.0628, 0.02
Si, -0.0473, 0.0387, -0.0996
Si, 0.0792, 0.1148, 0.0381
Si, -0.0141, 0.0969, 0.0937
Si, -0.0901, -0.0379, -0.0495
Si, 0.032, 0.0588, -0.0092
Si, 0.055, 0.0822, 0.1158
Si, 0.0337, 0.1439, 0.0828
Si, 0.0007, -0.001, -0.0026
Si, -0.0008, 0.001, -0.0003
Si, 0.0013, -0.0025, -0.0029
Si, 0.0037, -0.0032, -0.0041
Si, -0.0003, 0.0011, -0.0002
Si, -0.0063, 0.0012, -0.002
Si, 0.0013, 0.0004, -0.0027
Si, 0.0034, -0.0023, -0.003
Si, -0.0003, 0.0001, 0.0039
Si, -0.003, 0.0023, 0.0039
Si, -0.0013, -0.0016, 0.0008
Si, 0.0018, 0.0007, -0.002
Si, -0.0006, 0.0038, 0.004
Si, -0.0017, 0.0032, 0.0027
Si, -0.0003, -0.0013, 0
Si, 0.0061, 0.0031, 0.001
Si, -0.0015, -0.0001, -0.0008
Si, -0.0012, -0.0036, 0.0022
Si, 0.0014, 0.0001, 0.0011
Si, 0.0009, -0.0008, 0.0001
Si, -0.0023, -0.0018, -0.0008
Si, -0.0015, -0.0029, 0.0016
Si, 0.0014, 0.0009, 0.0004
Si, -0.0022, -0.0009, -0.0003
Si, 0.0006, 0.0001, -0.0005
Si, 0.001, 0.0013, 0.0007
Si, 0.0001, -0.0004, -0.0015
Si, -0.0006, -0.0005, -0.001
Si, -0.0006, 0.0009, 0.0006
Si, -0.0009, 0.0006, -0.0018
Si, 0.0001, -0.0001, -0.001
Si, -0.0005, -0.0002, -0.0011
Si, -0.0015, 0, 0.0025
Si, -0.0015, -0.0003, 0.0038
Si, -0.0005, -0.0008, 0.0028
Si, 0.0022, 0.0002, 0.0043
Si, -0.0009, 0.0001, 0.0036
Si, -0.001, -0.0001, 0.0031
Si, -0.0002, 0.0003, 0.0034
Si, 0.001, -0.0005, 0.0026
O, 0.012, 0.0175, 0.0214
O, 0.002, -0.011, -0.0059
O, -0.0186, 0.0122, 0.0203
O, 0.0462, -0.0715, -0.0683
O, 0.0006, -0.0012, -0.0002
O, -0.0008, 0.0005, -0.0004
O, -0.0006, 0.0002, -0.0006
O, -0.0011, -0.0005, -0.001
O, -0.0015, -0.0005, -0.0029
O, 0.0008, -0.0013, -0.0021
O, -0.0019, 0.0007, -0.0032
O, 0.0014, -0.0014, -0.0013
O, -0.0015, 0.0007, -0.0022
O, 0.0006, -0.0021, -0.0018
O, 0.0008, -0.0016, -0.0022
O, -0.0017, 0.0011, -0.0028
O, 0.0125, -0.0008, 0.0075
O, 0.0057, -0.0118, -0.0164
O, 0.0078, -0.0113, 0.0095
O, -0.0047, -0.0027, 0.006
O, -0.1479, 0.0671, 0.0967
O, 0.0012, 0.0039, -0.0104
O, 0.0003, 0.0178, 0.0106
O, 0.0029, -0.0155, 0.0188
Si, -0.004, 0.0003, 0.0063
Si, 0.0007, -0.0007, 0.005
Si, 0.0002, -0.0012, 0.0038
Si, 0, 0.0016, 0.0039
Si, 0.0023, -0.003, -0.0019
Si, -0.0005, -0.0007, 0.003
Si, -0.0017, 0.0015, 0.0027
Si, -0.0001, -0.0013, 0.0041
Si, -0.0009, -0.0009, 0.0036
Si, -0.0002, -0.0002, 0.0047
Si, 0.1082, -0.0514, -0.067
Si, 0.0005, -0.0006, 0.0049
Si, 0.0003, 0.0007, 0.0029
Si, -0.0022, -0.0013, -0.0028
Si, 0.0009, -0.0109, 0.003
Si, 0.0003, -0.0006, 0.0033
Si, -0.0007, -0.0006, 0.0046
Si, -0.0003, -0.0031, 0.0069
Si, -0.0047, -0.0044, -0.002
Si, 0.0004, -0.0006, 0.0036
Si, 0.0017, 0.0009, 0.0026
Si, -0.0041, -0.0025, -0.0001
Si, 0.0001, -0.001, 0.0039
Si, -0.0014, 0.0028, 0.0023
Si, 0.0003, -0.0005, 0.0031
Si, -0.0006, -0.001, 0.0046
Si, -0.0004, -0.005, 0.0051
Si, -0.0059, 0.0086, -0.0025
Si, 0.0015, -0.0012, 0.0016
Si, 0.0013, -0.0006, 0.0031
Si, 0.0007, -0.0011, 0.0048
Si, -0.0008, -0.0009, 0.004
Si, 0.0001, -0.0005, 0.0026
Si, -0.0004, -0.0005, 0.003
Si, 0.0009, -0.0019, 0.0058
Si, 0.0034, -0.0025, -0.0024
Si, 0.005, 0.002, -0.0019
Si, -0.001, -0.0007, 0.0031
O, -0.0006, -0.0006, -0.002
O, 0.001, -0.0024, -0.0019
O, -0.0003, -0.0007, -0.0015
O, 0.0014, 0.0004, -0.0037
O, -0.0009, 0.0003, -0.0037
O, 0.0008, -0.0014, 0.0002
O, 0.0001, -0.001, -0.0023
O, -0.0018, -0.0021, -0.0021
O, 0.0057, 0.0043, -0.0033
O, -0.0009, -0.0019, -0.0019
O, 0, -0.0004, -0.0014
O, 0, 0.0001, -0.002
O, -0.0013, -0.0003, -0.0024
O, -0.0012, -0.0004, -0.0016
O, 0.0034, -0.0045, 0.001
O, -0.0015, 0, -0.0031
O, 0.0019, -0.0118, -0.0036
O, -0.0017, -0.0001, -0.0018
O, 0, -0.0017, -0.0017
O, 0, -0.0015, -0.0012
O, 0.0011, -0.0002, -0.0001
O, 0.0014, -0.0003, -0.0006
O, 0.0002, -0.0011, -0.0017
O, -0.0001, 0.0007, -0.0003
O, 0.0004, -0.0015, -0.0016
O, 0.0013, 0.0003, -0.0017
O, -0.0072, 0.0042, -0.0087
O, -0.0012, -0.0011, -0.0021
O, -0.0021, -0.0025, -0.0019
O, -0.0005, -0.0004, -0.0026
O, -0.0236, -0.0067, -0.0166
O, -0.0004, -0.0004, -0.0027
O, 0.0002, -0.0011, 0.0043
O, -0.0002, 0.0001, -0.0018
O, -0.0002, -0.0009, -0.0012
O, -0.0001, -0.0004, -0.0016
O, -0.0012, 0.0008, -0.0038
O, -0.0002, -0.0013, -0.0014
O, -0.0007, 0.0007, -0.0047
O, -0.0031, -0.0051, -0.0001
O, -0.0006, -0.0021, -0.0037
O, -0.0004, -0.0011, -0.0012
O, -0.0003, 0.0019, 0.0041
O, -0.0018, -0.0014, -0.0022
O, -0.0001, 0.0003, -0.0018
O, 0.0063, -0.0023, -0.0043
O, 0.0006, -0.0005, -0.003
O, -0.0004, -0.0019, -0.0023
O, 0.0002, -0.001, -0.0034
O, 0.0009, -0.0014, -0.0009
O, -0.0001, 0.0002, -0.002
O, 0.001, -0.0004, -0.001
O, 0.0001, -0.0015, -0.002
O, 0.0011, -0.0016, -0.0016
O, 0.0006, -0.0012, -0.0018
O, -0.0015, -0.001, -0.0014
O, -0.0002, -0.0006, -0.0015
O, 0.0005, 0.0001, -0.0037
O, -0.0004, -0.002, 0.0055
O, 0.0003, -0.0014, -0.0018
O, -0.0006, -0.0008, -0.0031
O, 0.0163, 0.0347, -0.0332
O, -0.0022, -0.0007, -0.0007
O, -0.0008, -0.0021, -0.0027
O, 0.0003, 0.0007, -0.0025
O, 0.0001, -0.0006, -0.002
O, 0.0046, 0, -0.0005
O, -0.0025, -0.0001, -0.0027

The program warned: the cutoff lies below the one the program advises for these potential files; the forces do not sum to zero within the program's tolerance; the exchange-correlation potential is rough where the density is thin.
